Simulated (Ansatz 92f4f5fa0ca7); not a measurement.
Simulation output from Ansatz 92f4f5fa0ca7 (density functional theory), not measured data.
Periodic cell of 215 atoms, Si131O82As2, from a study of silicon, its oxide and their interface. The atomic structure is a simulated model.
Doubt: the cutoff is far below the 930 eV that the study's wrapper takes by default for these files, so forces and energies are approximate.
This geometry differs little from another in the collection (a relaxation step or a small displacement).

Settings
functional: PBE
potential files: Ansatz PAW
basis: plane waves
wave-function cutoff: 580 eV
density cutoff ratio: 5
exchange-correlation grid ratio: 1
k mesh: 1 x 1 x 1, Gamma-centred
self-consistency stop: 5e-08 eV per atom in the density residual
occupations: fixed
spin: none
net charge: 0

Cell vectors (angstrom)
a 10.938 0 0
b 0 10.938 0
c 0 0 31.5432

Atoms and the computed forces on them: element, x, y, z (angstrom), force x, y, z (eV/angstrom)
Si 10.4185 0.5942 24.3333 0.0002 -0.0002 -0.0025
Si 6.025 10.5221 24.1342 0.0004 0.001 -0.0031
Si 2.1093 3.2674 24.0806 -0.0001 -0.0002 -0.0032
Si 8.6856 2.278 24.3013 -0.0004 0.0027 -0.0064
Si 0.4833 5.0775 24.1538 0 0.0015 -0.0024
Si 5.0364 5.9147 24.1815 -0.0003 -0.0009 -0.002
Si 3.3794 7.6712 24.1394 -0.002 0.0022 -0.0038
Si 7.8112 8.8486 23.9885 0 -0.0003 -0.0025
Si 1.3295 1.4926 25.4513 0.0027 -0.0013 -0.0034
Si 6.9027 1.3172 25.486 -0.0017 0.0017 -0.004
Si 4.0154 4.1178 25.3149 -0.0001 -0.0008 -0.0014
Si 9.6546 4.1142 25.4123 -0.0018 0.0026 -0.0013
Si 1.4857 6.8337 25.3551 -0.0017 0.0012 -0.0014
Si 6.8821 6.9615 25.2345 0.0007 0.0011 -0.0005
Si 4.215 9.5473 25.3287 -0.0014 0.0018 0
Si 9.517 9.6556 25.4273 0.0013 -0.0013 -0.0038
Si 2.7707 0.0145 26.6386 -0.0018 0.0006 0.0021
Si 8.2095 -0.0089 26.9269 -0.0013 -0.0003 0.0048
Si 0.004 2.7863 26.9057 0.0002 -0.0001 0.0053
Si 5.4397 2.7487 26.6602 -0.0011 0.0011 0.0005
Si 2.7481 5.4584 26.8217 -0.0015 -0.0012 0.0039
Si 8.2143 5.5353 26.6258 -0.0016 0.0004 0.0011
Si 0.0316 8.222 26.6455 -0.0009 0.0002 0.0009
Si 5.536 8.2135 26.781 0.0002 0.001 0.003
Si 4.1116 1.3675 28.068 -0.0024 0.0018 0.0001
Si 9.5797 1.3869 28.2204 -0.003 0.0006 -0.0042
Si 1.3872 4.1348 28.2176 -0.0034 0.0002 -0.0047
Si 6.8345 4.138 28.0249 -0.001 0.0014 0
Si 4.1413 6.8396 28.1317 -0.0022 0.0011 -0.0034
Si 9.5964 6.852 28.0518 -0.0003 -0.0005 -0.0012
Si 1.3936 9.5871 28.0454 -0.0001 0.0002 -0.0007
Si 6.8348 9.5529 28.217 0.0026 0.001 -0.0043
Si 0.0295 -0.0177 29.4946 -0.0024 0.0051 0.0001
Si 5.4514 0.0143 29.5001 -0.0016 0.0008 0.0023
Si 2.7571 2.7144 29.4978 -0.0014 0.0021 -0.0031
Si 8.1717 2.7724 29.4868 0.0042 -0.003 -0.0004
Si -0.0176 5.4969 29.5032 0.0016 -0.0011 -0.0003
Si 5.4883 5.4596 29.4821 -0.0027 0.003 0.0006
Si 2.739 8.2096 29.4669 0.0037 -0.0024 -0.0002
Si 8.2345 8.1759 29.4998 -0.0026 0.003 -0.0005
Si 1.3673 1.3673 30.8594 0.1564 -0.0594 0.0894
Si 6.8362 1.3673 30.8594 -0.1593 0.1227 -0.0766
Si 4.1018 4.1018 30.8594 0.1328 -0.0801 -0.006
Si 9.5708 4.1018 30.8594 -0.1623 0.1451 -0.0475
Si 1.3673 6.8362 30.8594 -0.0092 0.2124 -0.0989
Si 6.8362 6.8362 30.8594 0.1128 -0.1598 0.0411
Si 4.1018 9.5708 30.8594 -0.1425 0.0668 -0.0662
Si 9.5708 9.5708 30.8594 0.1531 -0.0854 0.0405
Si 2.7345 0 0.6835 0.0752 -0.168 0.0872
Si 8.2035 0 0.6835 -0.1562 0.0686 -0.0946
Si 0 2.7345 0.6835 -0.0723 0.1143 -0.0458
Si 5.469 2.7345 0.6835 0.1193 -0.1369 0.0919
Si 2.7345 5.469 0.6835 -0.1486 0.0109 -0.057
Si 8.2035 5.469 0.6835 0.0907 -0.1942 0.138
Si 0 8.2035 0.6835 0.1955 -0.1108 0.1
Si 5.469 8.2035 0.6835 -0.0495 0.1085 -0.0509
Si 4.1159 1.3458 2.0535 -0.0021 0.0034 -0.0102
Si 9.5541 1.3729 2.0324 0 0.0049 0.0012
Si 1.3382 4.1258 2.0604 0.0048 -0.006 0.003
Si 6.8645 4.0608 2.0606 -0.001 0.0081 0.0079
Si 4.0941 6.8384 2.0352 -0.0035 0.0001 0.0023
Si 9.5972 6.8057 2.0539 -0.0001 0.0013 -0.0041
Si 1.3866 9.5481 2.0597 -0.0057 0.0005 0.0081
Si 6.8391 9.5634 2.0589 0.0046 -0.0044 -0.005
Si -0.0567 -0.0377 3.3498 0.0066 0.0122 -0.0104
Si 5.4737 -0.0232 3.4689 -0.0065 0.0065 -0.0011
Si 2.6966 2.7063 3.3555 0.0126 -0.0112 -0.0134
Si 8.2255 2.6939 3.4885 0.0173 0.0112 -0.0088
Si -0.0173 5.4611 3.5213 -0.0125 0.0136 -0.0123
Si 5.469 5.457 3.3475 -0.0192 -0.0118 -0.0067
Si 2.7397 8.1632 3.4698 -0.011 -0.0209 -0.009
Si 8.2241 8.1707 3.3807 0.0071 -0.0093 -0.0059
Si 1.2771 1.3507 4.6757 -0.0087 0.0017 -0.0051
Si 6.91 1.2659 4.8663 -0.003 -0.0004 0.0153
Si 4.0589 4.0993 4.6688 0.0089 0.0096 -0.0098
Si 9.5661 4.0579 4.929 -0.0042 -0.0093 -0.0105
Si 1.3624 6.8372 4.9158 0.005 0.0084 -0.0151
Si 6.8562 6.7856 4.6996 -0.0064 0.0016 -0.0019
Si 4.1384 9.4947 4.841 0.0062 -0.0009 0.0112
Si 9.5762 9.5332 4.7536 -0.0007 0.0088 0.0022
Si 2.5968 -0.0871 6.0007 0.0319 0.0261 -0.0003
Si 8.2421 -0.1537 6.267 0.0064 0.0033 0.008
Si 0.0293 2.6512 6.2415 -0.0088 -0.0268 0.0135
Si 5.5342 2.7899 6.001 -0.0193 -0.0444 -0.0113
Si 2.7055 5.3527 6.1787 0.0291 0 0.0217
Si 8.1354 5.4535 6.2076 0.0145 0.0042 -0.0115
Si 0.0015 8.2793 6.248 -0.0063 -0.0151 -0.0058
Si 5.5638 8.1174 6.1604 -0.0062 -0.003 0.0049
As 3.5045 1.9171 6.9021 0.0475 -0.0419 -0.0124
Si 10.0005 0.8488 7.4997 -0.0011 0.018 -0.0208
As 1.6903 3.6712 7.7395 -0.0545 0.0568 0.0119
Si 6.2288 4.5696 7.3682 -0.0155 0.0038 0.0385
Si 4.5846 6.296 7.2685 -0.0103 0.0126 -0.0142
Si 9.1606 7.218 7.3842 -0.0047 0.0025 0.0146
Si 0.8697 10.1632 7.5063 -0.0088 0.0081 0.0381
Si 7.3888 8.8943 7.5084 -0.0111 0.0067 -0.0016
O 4.5094 6.6069 8.892 0.0156 -0.0012 -0.009
O 0.5629 4.3351 9.1407 0.0537 0.0209 0.0265
O 9.676 6.663 8.8567 -0.006 0.0033 -0.0058
O 1.2471 10.1129 9.1298 -0.0075 0.0003 -0.022
O 6.0958 4.2651 8.9952 0.0038 0.0017 -0.0122
O 3.6 1.3631 8.6141 0.0337 -0.0244 0.0343
O 7.1016 8.9919 9.1506 0.0007 -0.0073 -0.012
O 9.5932 1.0801 9.0957 -0.0062 -0.0081 0.003
O 8.2178 2.5719 22.7464 0.0021 0.0012 0.0064
O 10.98 5.5822 22.6353 -0.0002 -0.0008 0.0025
O 5.6139 0.1025 22.6194 -0.0008 -0.0017 0.0011
O 5.2744 5.4294 22.6154 -0.0015 0.0015 0.0019
O 2.112 2.8302 22.4746 -0.002 0.0015 0.0029
O 3.3099 7.8899 22.4886 0.0007 -0.0012 0.0021
O 8.3527 8.7782 22.4066 -0.0004 0.0005 0.0015
O -0.1876 11.2676 22.7435 -0.0034 0.0017 0.0022
Si 2.0777 3.1297 12.8976 -0.0065 -0.0078 -0.0147
Si 8.6184 1.3171 10.3827 0.0004 0.0003 0.0023
Si 1.007 4.5963 15.3574 0.003 -0.0058 0.0083
Si 7.4132 5.6057 12.2066 -0.005 -0.0013 0.0094
Si 2.3889 8.223 21.1917 -0.0011 0.0025 0.0012
Si 5.2974 7.789 12.4738 -0.0024 0.0041 -0.0039
Si 9.1625 0.5223 15.5238 -0.0002 0.0024 -0.007
Si 2.8491 0.0303 16.6335 -0.0001 0.002 -0.0025
Si 10.3852 1.3022 12.6488 0.003 0.0052 -0.0037
Si 7.7426 2.8675 21.2328 -0.0014 -0.0004 0.0028
Si 9.0513 8.8716 14.4572 0.0015 0.0012 -0.0028
Si 1.1763 5.0095 10.4893 -0.0688 -0.042 -0.0489
Si 4.4382 9.5459 19.1043 -0.0019 0.0004 0.0007
Si 11.0465 6.1403 21.1064 -0.0012 0.0003 0.0025
Si 6.5265 10.5252 14.825 -0.0057 0.0032 -0.0043
Si 5.3622 0.7693 21.1636 -0.0003 0.0005 0.0028
Si 2.2849 9.8278 10.3651 0.0087 0.0077 0.0041
Si 0.4032 10.6694 21.3735 -0.0006 0 0.0017
Si 5.8324 5.2846 21.1062 -0.0009 0.0018 0.0019
Si 3.548 7.1064 10.0873 0.0063 0.0033 0.0049
Si 8.9839 5.7465 14.7927 -0.0002 -0.0024 -0.0026
Si 3.6291 4.1251 19.0879 -0.0007 0.0006 0.0001
Si 9.9857 3.7122 19.3126 0.0004 -0.0001 -0.0004
Si 4.1641 8.7263 15.3465 -0.0002 -0.0003 -0.0036
Si 0.3814 1.9845 17.1378 -0.0015 0.0023 -0.0034
Si 6.7512 7.5841 19.2281 -0.0007 0.0014 0.0015
Si 5.1778 3.6982 16.7008 0.001 -0.0017 -0.0035
Si 7.7333 5.0675 17.5037 -0.0009 0.001 -0.0006
Si 6.6301 9.923 10.4089 0.0069 0.0043 0.0026
Si 4.3038 1.0427 10.02 -0.0226 0.0179 -0.0219
Si -0.1243 9.2418 11.9127 -0.0011 0.0133 0.0096
Si 9.0697 8.6705 20.9307 -0.0009 -0.0001 0.003
Si 4.4667 1.749 14.5304 -0.0012 0.0008 -0.0069
Si 2.4184 2.1191 21.0401 0.0001 -0.0004 0.0037
Si 6.2557 3.3509 10.3319 -0.0024 -0.0062 0.0032
Si 3.3528 5.9902 16.7598 0.0015 0.0049 -0.0012
Si 9.7071 6.7725 10.4741 -0.0064 0.0013 0.0085
O 0.0901 2.6963 18.5736 -0.0035 0.0026 0.0006
O 2.8371 9.6965 15.5681 0.0001 0.0014 0.0001
O 10.8191 4.8568 20.1294 -0.001 -0.0001 -0.002
O 7.4682 2.357 9.9282 -0.001 0.0021 -0.0045
O 10.8261 5.7895 11.1764 -0.0065 -0.0187 -0.0005
O 6.4197 6.6937 12.919 -0.0012 -0.0005 0.0034
O 10.026 8.3507 10.8013 -0.0076 0.0017 -0.0065
O 7.5884 9.5416 13.9848 0.0011 0.0013 0.0023
O 8.2265 6.3553 11.0113 0.0054 0.0111 -0.0139
O 5.3154 10.5454 20.0385 -0.001 0.0035 0.0004
O 1.9747 3.9138 11.4511 0.0053 0.0143 0.0084
O 7.9375 8.5853 19.7532 -0.0015 0.0006 -0.0011
O 6.1634 6.7629 20.5166 -0.001 0.001 -0.0005
O 5.4203 2.8009 15.3615 -0.0003 0.0035 0.0035
O 1.2809 0.96 20.6873 0.0006 0.0008 -0.0011
O 6.0005 9.0215 11.6277 -0.0021 -0.0068 0.003
O 4.5114 5.0598 16.0903 0.0024 -0.0026 -0.0021
O 6.5216 3.9819 17.5851 -0.0006 0.0011 -0.001
O 10.5671 10.8398 11.8409 -0.0006 -0.0018 0.004
O 5.5006 0.5755 13.9559 -0.0003 0.0012 0.0032
O 8.0039 5.1466 15.9179 0.0009 0.0023 0.0022
O 9.6116 9.8787 15.6255 -0.0031 0.0016 -0.0015
O -0.4397 5.2415 15.046 -0.0185 0.0096 -0.0019
O 1.5422 6.877 20.7879 0.0004 -0.0002 -0.0018
O 1.4383 0.7116 17.1544 -0.0004 0.0008 -0.0001
O 6.5688 1.812 20.8081 -0.0019 0.0011 -0.0018
O 0.8887 2.0006 12.9227 0.0034 0.0053 0.004
O 3.2294 5.5611 18.3575 -0.0004 0.0004 0.0068
O 9.4158 2.0931 11.5972 -0.0009 -0.0023 -0.0012
O 0.9007 3.1665 16.1398 -0.0006 -0.0013 0.0051
O 8.4817 5.1654 13.3564 0.0008 0.0019 0.0053
O 10.2404 8.7414 13.3457 -0.0014 -0.0005 0.0025
O 1.4164 9.4342 21.6767 0.0012 -0.0004 0.0012
O 10.0484 9.9725 20.6005 -0.0001 0.0013 -0.0016
O 3.109 0.2398 10.8509 -0.0067 -0.014 0.0058
O 4.922 2.4309 10.6713 0.002 0.0049 -0.0092
O 1.8041 4.3056 13.9799 -0.0009 0.0072 -0.0028
O 7.897 10.8559 10.8937 0.0025 0.0039 -0.0031
O 9.0596 4.5035 18.2368 0.0004 0.0003 0.0015
O 5.5449 9.5634 15.7356 -0.0016 0.0012 0.0017
O 5.513 -0.0113 9.8021 -0.0119 0.0099 0.0144
O 3.5138 2.3985 13.3376 0.0117 -0.008 0.005
O 1.8621 5.7252 16.1581 -0.0076 0.0049 -0.0005
O 9.6105 1.1165 14.0656 -0.0026 -0.0012 0.0046
O 4.267 6.9591 11.5296 0.0032 0.0035 0.0001
O 4.7447 4.4927 20.2062 0 0.0005 -0.0003
O 9.8662 1.3987 16.6763 -0.0008 0.0019 0.001
O 6.5954 4.314 11.6133 -0.0062 -0.0051 -0.0028
O 5.5444 8.4641 18.5597 -0.0001 0.0008 -0.001
O 9.0528 2.768 20.2679 -0.0027 0.0018 0.0003
O 3.5238 1.2008 15.7363 -0.0013 -0.0013 0.0023
O 4.1557 3.1332 17.8732 -0.0019 0.0006 0.0015
O 9.8874 7.26 20.8908 -0.0017 0.0012 -0.001
O 3.3067 8.6945 9.7986 -0.0046 0.0189 -0.002
O 3.8501 7.4981 16.384 0.0007 0.0046 0.0011
O 7.5251 0.5583 15.7038 0.0023 -0.0006 0.0014
O 8.8395 7.36 14.9695 0.0007 0.0013 -0.0009
O 3.9049 1.4786 21.1639 -0.0017 0.0018 -0.0011
O 1.492 9.1423 11.6388 -0.0018 -0.0029 0.0028
O 2.2091 6.2085 10.0794 0.0023 0.011 0.0021
O 7.3093 6.5205 18.1194 -0.0003 0.0018 -0.0007
O 7.2054 4.4051 21.1173 -0.0009 0.0007 -0.0017
O 4.4298 8.2822 13.7835 -0.0034 0.0018 0.0035
O 3.2938 8.7203 19.9363 -0.0012 0.001 0.0008
O 2.4672 3.2782 19.8735 -0.0021 -0.0004 -0.0004
O 3.6888 10.4312 17.9432 -0.0005 0.0012 0.0008

Results
free energy: -139623.776 eV
free energy less fixed offsets of As -4856.12, O -568.88, Si -635.61 eV per atom: 1.534 eV

The program warned: the cutoff lies below the one the program advises for these potential files; the exchange-correlation potential is rough where the density is thin.
